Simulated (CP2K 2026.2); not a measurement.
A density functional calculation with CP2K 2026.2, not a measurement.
Periodic cell of 502 atoms, Si360O142, from a study of silicon, its oxide and their interface. The atomic structure is a simulated model.
Doubt: the forces sum to 2.56 eV/angstrom along one axis rather than to zero, so they err by at least 0.0051 eV/angstrom per atom on average; the grid cutoff is modest.

Settings: functional PBE; method Gaussian and plane waves; basis set DZVP-MOLOPT-SR-GTH; pseudopotentials GTH-PBE; grid cutoff 350 Ry, relative cutoff 50 Ry; k points Gamma only; occupations fixed; spin none; net charge 0.

Cell vectors (angstrom)
a 16.32 0 0
b 0 16.32 0
c -2.4221 -2.5785 33.4249

Atoms and the computed forces on them: element, x, y, z (angstrom), force x, y, z (eV/angstrom)
Si 15.164 14.847 1.154 -0.118 -0.064 0.713
Si 1.396 1.163 1.372 -0.098 0.226 0.739
Si 14.827 4.134 1.353 0.106 -0.028 -0.115
Si 1.03 7.244 1.861 -0.103 0.031 0.063
Si 15.552 8.829 1.522 0.225 0.076 0.659
Si 2.017 11.744 1.617 0.015 -0.214 0.586
Si 4.729 14.337 1.551 0.188 -0.03 0.576
Si 7.106 1.395 1.204 0.042 -0.258 0.812
Si 3.652 4.369 1.237 -0.185 0.065 0.584
Si 6.584 6.82 1.275 0.035 -0.021 0.035
Si 3.656 10.024 1.831 -0.046 -0.045 0.034
Si 6.441 12.62 1.693 -0.035 0.007 -0.077
Si 9.76 14.552 1.49 -0.121 0.344 0.796
Si 12.108 1.589 1.218 0.076 -0.036 -0.06
Si 9.511 4.351 1.312 -0.023 0.079 -0.028
Si 12.195 6.815 1.319 0.333 -0.268 0.404
Si 9.106 9.74 1.318 -0.039 0.052 -0.019
Si 12.066 12.375 1.278 0.217 -0.322 0.657
Si -0.075 -0.039 2.701 0.017 -0.046 -0.062
Si 2.688 2.694 2.626 0.057 -0.027 -0.02
Si -0.091 5.42 2.795 0.035 -0.026 -0.052
Si 2.706 8.276 3.071 -0.072 0.099 0.078
Si 0.124 10.761 2.661 -0.002 -0.031 -0.134
Si 2.883 13.55 2.841 0.024 0.009 -0.072
Si 5.681 -0.047 2.583 -0.05 0.014 -0.069
Si 8.314 2.784 2.643 0.007 0.015 -0.053
Si 5.378 5.335 2.622 -0.052 0.02 -0.083
Si 7.903 8.249 2.698 0.021 0.014 -0.035
Si 5.364 11.028 3.051 0.015 -0.032 0.046
Si 8.193 13.559 2.917 0.03 0.016 0.023
Si 10.903 0.028 2.558 -0.014 -0.06 -0.026
Si 13.531 2.739 2.727 0.001 -0.004 -0.032
Si 10.823 5.59 2.793 0.033 -0.005 -0.032
Si 13.658 8.046 2.718 0.033 0.035 -0.05
Si 10.833 10.799 2.576 0.02 0.021 -0.022
Si 13.72 13.519 2.524 0.015 -0.003 -0.039
Si 14.895 1.335 4.058 -0.021 0.003 -0.004
Si 1.328 4.013 4.051 -0.017 -0.015 0.022
Si 14.887 6.718 4.206 0.056 0.021 0.02
Si 1.317 9.598 4.342 0.086 0.013 0.041
Si 15.02 12.168 3.951 0.011 0.007 0.007
Si 1.388 14.954 4.017 -0.023 0.02 0.038
Si 4.176 1.325 3.91 -0.007 0.019 0.001
Si 6.801 4.035 3.989 -0.032 -0.04 0.021
Si 4.119 6.734 4.101 0.054 -0.014 0
Si 6.723 9.546 4.213 0.014 0.018 0.027
Si 4.07 12.34 4.423 0.019 -0.039 0.022
Si 6.908 15.046 4.181 0.007 -0.013 -0.018
Si 9.61 1.381 4.022 -0.021 -0.058 0.004
Si 12.203 4.143 4.088 0.052 0.002 -0.015
Si 9.38 6.912 4.056 -0.036 0.013 0.003
Si 12.241 9.486 3.966 0.023 0 0.008
Si 9.574 12.122 4.112 0.029 -0.001 0.025
Si 12.329 14.95 3.901 -0.019 -0.009 0.017
Si 13.579 -0.043 5.408 -0.013 0 -0.019
Si -0.036 2.68 5.42 0.017 0.023 -0.001
Si 13.54 5.402 5.539 -0.05 -0.023 0.012
Si -0.061 8.134 5.528 -0.017 -0.025 -0.026
Si 13.603 10.868 5.341 0 0.007 0
Si 0.022 13.565 5.367 0.002 -0.005 -0.021
Si 2.767 0.018 5.347 0.009 0.002 -0.031
Si 5.462 2.68 5.367 -0.004 -0.014 0.002
Si 2.693 5.399 5.416 -0.006 -0.018 -0.035
Si 5.402 8.128 5.515 -0.014 -0.031 0.005
Si 2.688 10.938 5.663 -0.043 0.029 0.054
Si 5.522 13.717 5.578 0.003 -0.005 -0.01
Si 8.257 0.083 5.47 0.022 0.059 0.006
Si 10.902 2.73 5.431 -0.009 0.027 0.016
Si 8.108 5.444 5.39 -0.011 0.017 -0.014
Si 10.848 8.193 5.398 -0.008 -0.015 -0.021
Si 8.177 10.857 5.511 0.014 -0.009 -0.003
Si 10.942 13.609 5.338 0.02 0.014 -0.033
Si 14.976 14.931 6.743 0.004 -0.025 -0.016
Si 1.38 1.343 6.748 0.011 -0.01 -0.014
Si 14.949 4.037 6.82 0.013 0.012 0.018
Si 1.353 6.767 6.809 0.014 0.01 0.025
Si 14.896 9.529 6.812 0.007 0.01 -0.01
Si 1.299 12.302 6.898 0.055 0.021 0.042
Si 4.078 15.039 6.836 0.001 0.006 0.024
Si 6.825 1.39 6.795 -0.027 0.009 0.02
Si 4.087 4.042 6.75 0.005 0.008 -0.014
Si 6.797 6.778 6.828 -0.029 -0.01 -0.005
Si 4.066 9.5 6.886 -0.011 -0.03 -0.004
Si 6.847 12.264 6.855 -0.001 -0.017 0.007
Si 9.594 14.966 6.759 0 -0.023 0.004
Si 12.25 1.347 6.782 0.009 -0.006 0.01
Si 9.497 4.091 6.759 0.008 0.006 -0.009
Si 12.174 6.818 6.807 0 -0.007 0.013
Si 9.543 9.514 6.844 -0.003 0.006 -0.006
Si 12.277 12.252 6.732 -0.005 -0.005 0.008
Si 0.019 -0.025 8.116 0.01 -0.002 0.007
Si 2.725 2.707 8.131 0.002 0.013 -0.008
Si -0.012 5.417 8.162 -0.006 -0.013 0.011
Si 2.695 8.13 8.196 -0.001 -0.007 0.024
Si -0.053 10.884 8.187 0.012 0.009 -0.003
Si 2.719 13.651 8.191 -0.032 -0.009 0.003
Si 5.46 0.048 8.176 0.005 0.005 0.005
Si 8.161 2.75 8.159 -0.013 -0.013 -0.004
Si 5.421 5.411 8.153 0.004 0.018 -0.006
Si 8.168 8.143 8.18 0.022 -0.014 -0.013
Si 5.459 10.885 8.188 -0.005 0.006 0
Si 8.222 13.632 8.162 0.013 0.013 0.009
Si 10.906 -0.001 8.159 -0.006 0.012 0.004
Si 13.602 2.682 8.174 -0.005 -0.001 0.003
Si 10.84 5.439 8.159 0 0 0.002
Si 13.551 8.168 8.167 -0.006 0.005 -0.005
Si 10.913 10.912 8.142 -0.012 0.004 -0.006
Si 13.62 13.592 8.134 0.002 -0.009 -0.005
Si 14.97 1.35 14.893 0.01 0.016 -0.024
Si 1.368 4.075 14.876 0.004 0 -0.026
Si 14.98 6.824 14.955 0 -0.013 -0.001
Si 1.368 9.521 15.03 0.018 -0.016 0.005
Si 14.98 12.222 15.011 -0.006 -0.003 0.009
Si 1.393 14.94 14.98 -0.016 0.019 -0.004
Si 4.122 1.336 14.99 0.003 -0.005 0.019
Si 6.733 4.07 14.944 -0.008 0.008 0.003
Si 4.063 6.813 14.981 -0.004 -0.005 0.002
Si 6.825 9.537 14.969 0.002 0.008 -0.003
Si 4.068 12.246 14.973 0.009 0.006 0.011
Si 6.793 14.935 14.981 -0.003 -0.032 -0.011
Si 9.512 1.346 14.933 0.003 -0.003 0.016
Si 12.273 4.128 14.887 -0.025 -0.004 -0.014
Si 9.508 6.869 14.939 -0.01 0.023 0.008
Si 12.236 9.547 14.941 -0.011 -0.004 0.006
Si 9.512 12.258 15.013 0.006 -0.018 0.017
Si 12.22 14.919 14.966 0.002 -0.005 -0.012
Si 13.638 -0.041 16.232 0.038 -0.013 0.007
Si 0.015 2.723 16.212 0.012 0.004 -0.033
Si 13.608 5.479 16.294 0.011 0.004 0.036
Si 0.003 8.144 16.389 0.004 -0.031 0.019
Si 13.592 10.851 16.347 -0.018 0.007 -0.005
Si 0.049 13.577 16.362 0.02 0.001 -0.005
Si 2.784 -0.049 16.344 -0.006 -0.018 -0.003
Si 5.461 2.689 16.398 0.023 -0.004 0.023
Si 2.67 5.415 16.281 -0.053 -0.013 -0.004
Si 5.463 8.177 16.314 -0.008 -0.019 0.018
Si 2.733 10.909 16.382 -0.021 0.008 0.008
Si 5.421 13.582 16.359 0.008 0.003 -0.016
Si 8.15 -0.01 16.318 0.012 0.017 0.014
Si 10.92 2.746 16.186 0.017 0.004 0.018
Si 8.034 5.546 16.201 0.006 0.033 0.022
Si 10.868 8.236 16.322 -0.01 -0.02 -0.004
Si 8.18 10.865 16.378 0.004 0 -0.011
Si 10.848 13.626 16.405 0.017 0.012 0.022
Si 14.947 14.921 17.654 -0.004 -0.015 0.02
Si 1.356 1.354 17.547 -0.02 -0.025 -0.041
Si 15.01 4.084 17.579 -0.03 0.016 -0.041
Si 1.32 6.688 17.728 0.035 -0.024 -0.069
Si 14.98 9.549 17.747 0.063 -0.014 0.017
Si 1.419 12.279 17.805 0.009 0.035 -0.039
Si 4.119 14.928 17.802 -0.006 0.03 -0.005
Si 6.847 1.296 17.775 -0.035 -0.02 0.047
Si 4.011 4.075 17.649 -0.007 0.044 0.012
Si 6.745 6.822 17.751 -0.003 -0.017 -0.011
Si 4.137 9.534 17.673 0.024 0.03 0.022
Si 6.806 12.236 17.693 -0.019 -0.02 0.002
Si 9.52 -1.24 17.768 0.002 -0.011 0.02
Si 12.333 1.391 17.511 -0.019 0.024 -0.037
Si 9.459 4.163 17.342 -0.011 0.024 -0.009
Si 12.3 6.935 17.633 -0.001 0.02 -0.027
Si 9.498 9.49 17.802 0.012 -0.008 0.009
Si 12.166 12.147 17.698 -0.023 -0.024 -0.012
Si 0.055 -0.002 18.909 -0.001 0.007 0.029
Si 2.609 2.717 18.957 -0.065 -0.037 0.066
Si -0.107 5.339 19.133 0.039 0.09 0.104
Si 2.78 8.078 18.906 -0.003 -0.07 -0.037
Si 0.017 10.928 19.124 -0.033 -0.026 0.011
Si 2.805 13.584 19.262 -0.001 -0.021 -0.015
Si 5.433 -0.046 19.245 0.062 0.029 -0.007
Si 8.352 2.79 18.835 0.026 -0.008 0.011
Si 5.315 5.43 19.043 0.012 -0.015 -0.036
Si 8.164 8.085 19.199 -0.021 -0.013 -0.022
Si 5.539 10.824 19.103 0.05 0 -0.023
Si 8.096 13.661 19.04 -0.063 -0.018 -0.003
Si 10.989 0.235 19.001 -0.023 0.044 0.092
Si 13.719 2.683 18.891 0.007 0.032 -0.006
Si 10.787 5.513 18.66 -0.035 0.059 -0.09
Si 13.63 8.22 19.143 -0.061 -0.042 0.064
Si 10.84 10.849 19.207 0.058 0.04 0.037
Si 13.536 13.52 18.964 0.079 0.042 0.012
Si -1.301 1.292 20.321 0.041 0.065 0.03
Si 1.137 3.798 20.479 -0.331 -0.378 -0.422
Si 14.806 6.674 20.534 -0.079 -0.026 -0.113
Si 1.417 9.388 20.231 -0.085 0.086 0.02
Si -1.414 12.295 20.465 -0.006 -0.056 0.017
Si 1.357 -1.246 20.444 0.103 0.042 0.038
Si 3.856 1.358 20.377 0.011 -0.038 0.015
Si 6.773 3.948 20.096 -0.035 -0.049 0.048
Si 4.031 6.832 20.478 0.07 -0.073 0.108
Si 5.305 8.222 21.869 0.34 -0.301 -0.165
Si 4.244 12.137 20.567 0.028 0.069 0.043
Si 6.802 -1.461 20.652 -0.049 0 0.037
Si 10.357 2.3 20.097 0.101 -0.083 -0.045
Si 12.037 3.979 19.807 0.024 -0.029 -0.017
Si 9.54 6.537 20.373 -0.018 -0.088 0.031
Si 12.225 9.474 20.614 -0.02 -0.034 0.044
Si 9.436 12.349 20.43 -0.034 -0.073 -0.018
Si 12.217 -1.317 20.228 -0.011 -0.023 -0.038
Si 14.072 -0.517 21.388 0.015 -0.162 -0.545
Si -0.791 2.514 24.089 0.407 -0.207 -0.36
Si 12.73 5.626 21.378 0.104 0.264 -0.379
Si 0.362 7.763 21.541 0.066 -0.074 -0.397
Si 13.46 11.103 21.941 -0.038 -0.177 -0.68
Si -0.499 14.209 21.531 0.024 0.038 0.052
Si 2.148 0.537 21.817 -0.19 0.059 -0.612
Si 5.365 2.689 21.481 0.047 -0.049 -0.747
Si 2.159 6.214 21.876 0.01 0.688 -0.394
Si 6.879 9.504 20.613 0.001 0.051 -0.015
Si 3.142 6.88 29.409 0.151 -0.017 -0.077
Si 6.012 12.971 21.983 0.13 -0.02 -0.576
Si 4.616 12.466 27.55 -0.039 0.119 -0.033
Si 9.184 2.657 22.032 0.156 0.209 -0.59
Si 8.22 4.913 21.589 0.211 -0.164 -0.403
Si 11.256 7.52 21.68 0.026 0.147 0.102
Si 7.803 11.352 21.846 -0.062 0.149 -0.574
Si 10.385 14.247 21.471 -0.005 -0.059 0.026
Si 3.566 0.103 24.652 -0.026 0.146 -0.033
Si 9.293 2.762 28.96 0.043 -0.001 0.011
Si 0.288 2.083 21.895 0.001 -0.075 0.046
Si 0.728 7.112 24.236 0.087 0.035 -0.105
Si 1.291 3.333 27.642 0.048 -0.054 0.079
Si -1.201 11.139 24.356 0.066 -0.099 -0.158
Si 3.085 10.357 21.572 0.104 -0.023 -0.676
Si 1.69 11.537 24.084 -0.126 0.002 0.095
Si 5.099 4.51 23.804 0.37 0.616 -0.017
Si 6.226 6.591 23.501 -0.562 -0.202 -0.348
Si 14.161 1.081 26.231 0.221 -0.024 -0.048
Si 0.692 7.258 30.987 -0.096 0.003 -0.02
Si 8.547 -0.51 21.966 0.126 -0.324 -0.555
Si 12.528 -0.252 23.965 -0.038 -0.094 -0.18
Si -1.398 5.197 25.356 -0.095 0.003 0.652
Si 12.8 3.706 23.895 -0.382 -0.333 0.216
Si 9.686 11.021 24.298 -0.111 0.019 -0.141
Si 11.435 13.303 23.284 -0.269 0.354 -0.568
Si 2.297 7.014 33.255 -0.258 -0.463 0.328
Si -1.815 3.308 28.144 -0.14 -0.105 0.003
Si 9.261 9.682 27.096 0.088 -0.019 0.031
Si 8.719 0.8 33.378 -0.02 -0.024 -0.048
Si 1.898 0.24 27.335 0.011 0.082 -0.052
Si -0.089 13.806 23.792 -0.191 0.397 -0.653
Si 12.942 8.516 30.976 0 0.006 0.094
Si 0.01 -2.001 26.656 0.129 -0.029 -0.022
Si 5.992 1.862 24.236 0.016 -0.106 -0.068
Si 1.576 3.28 30.506 -0.008 0.072 0.226
Si -1.697 10.485 32.655 0.028 0.105 0.008
Si 7.781 7.212 30.566 -0.033 -0.07 0.071
Si 8.089 0.773 30.994 0.27 -0.121 0.649
Si 11.107 -1.865 33.022 -0.37 0.307 0.637
Si -1.227 8.542 28.972 0.011 -0.075 0.013
Si 12.947 4.95 0.154 -0.159 -0.155 0.544
Si 2.367 4.696 33.153 -0.146 0.391 0.488
Si 11.043 2.182 24.278 0.53 0.254 -0.096
Si 7.43 11.09 0.234 0.181 0.217 0.702
Si 14.066 6.07 27.423 0.246 -0.165 -0.634
Si 7.419 5.523 33.215 -0.504 -0.083 0.366
Si 7.923 -0.416 25.003 -0.024 0.064 -0.136
Si 6.225 13.334 32.472 -0.053 0.089 0.009
Si 3.227 10.392 26.364 -0.089 -0.016 0.039
Si 14.031 10.498 27.231 0.11 0.009 0.082
Si 12.704 -0.38 28.299 0.141 0.12 -0.101
Si 11.951 8.187 26.646 -0.077 -0.069 -0.088
Si 2.823 0.724 30.128 -0.084 -0.002 0.013
Si 5.528 14.059 24.933 0.116 -0.122 -0.095
Si 5.205 8.853 30.629 0.067 -0.05 0.052
Si 5.805 11.693 30.081 -0.001 0.017 0.011
Si 2.699 7.541 26.451 -0.105 -0.128 -0.03
Si 3.419 4.673 26.123 -0.022 -0.076 0.111
Si 8.014 5.527 28.057 0.079 -0.064 0.048
Si 8.163 7.422 25.717 0.082 0.047 -0.043
Si 8.824 11.384 29.819 0.088 0.046 -0.148
Si 10.701 8.211 23.91 0.137 -0.345 -0.552
Si 0.964 13.451 33.062 -0.039 -0.129 -0.007
Si 1.7 12.107 28.037 -0.029 0.105 0.099
Si 2.555 -0.188 32.889 -0.025 0.151 -0.134
Si 5.513 2.279 30.564 0.155 -0.02 0.095
Si 2.693 6.409 0.486 0.095 0.013 -0.171
Si 14.007 13.287 28.408 -0.004 -0.004 -0.043
Si -0.279 12.395 30.513 -0.036 -0.19 0.047
Si 10.133 0.733 26.816 0.028 0.024 -0.011
Si 10.007 9.253 31.606 0.008 0.065 0.1
Si 8.443 6.084 0.049 0.188 0.233 0.576
Si 13.386 0.28 33.07 -0.328 0.39 0.571
Si 11.586 3.327 30.761 0.638 -0.376 -0.028
Si 12.941 5.663 31.9 -0.101 0.08 0.142
Si -0.6 4.594 31.926 0.357 -0.239 0.406
Si 8.861 -2.129 30.865 -0.051 0.021 -0.046
Si 13.265 1.774 30.416 -0.478 0.426 0.117
Si 5.165 4.607 28.504 0.013 -0.077 0.11
Si 14.984 1.327 9.51 -0.008 0.01 0.005
Si 1.365 4.066 9.504 -0.001 0.01 -0.004
Si 14.945 6.803 9.502 0.003 0.002 -0.013
Si 1.337 9.522 9.524 -0.009 -0.009 -0.003
Si 14.939 12.246 9.546 -0.012 -0.012 0
Si 1.353 14.976 9.546 0.035 0.009 0.004
Si 4.085 1.382 9.526 0.018 -0.005 0.004
Si 6.796 4.086 9.528 0.01 -0.004 0
Si 4.076 6.779 9.531 -0.005 -0.016 0.008
Si 6.812 9.517 9.537 0.009 0.003 0.002
Si 4.08 12.253 9.524 -0.01 0.005 -0.002
Si 6.82 14.974 9.508 -0.019 -0.004 -0.004
Si 9.522 1.362 9.504 0.001 -0.001 -0.009
Si 12.226 4.07 9.501 -0.001 0.002 -0.014
Si 9.511 6.796 9.551 -0.017 -0.006 0.015
Si 12.233 9.544 9.531 0.004 -0.006 0
Si 9.555 12.259 9.518 0.014 0.012 0.005
Si 12.268 14.957 9.51 -0.01 0.007 0
Si 13.622 -0.015 10.886 0.014 -0.026 0.004
Si 0.019 2.703 10.866 0.025 0 0.004
Si 13.586 5.441 10.855 -0.019 -0.01 0.001
Si -0.018 8.163 10.878 0.002 0.01 0.006
Si 13.594 10.883 10.905 -0.006 0.015 -0.002
Si -0.002 13.593 10.897 -0.009 -0.008 -0.005
Si 2.736 0.007 10.88 -0.022 0.015 0
Si 5.445 2.726 10.888 -0.013 0.021 0.006
Si 2.706 5.43 10.879 0.005 -0.01 0.001
Si 5.435 8.156 10.888 -0.005 -0.011 -0.002
Si 2.715 10.881 10.879 0 -0.004 -0.003
Si 5.455 13.61 10.873 0.016 -0.009 -0.002
Si 8.169 0.005 10.878 -0.005 0.017 0.002
Si 10.872 2.719 10.878 -0.013 -0.006 -0.001
Si 8.142 5.445 10.9 -0.007 0.001 0.004
Si 10.875 8.183 10.883 0.008 0.015 -0.002
Si 8.175 10.901 10.869 0.011 0 -0.005
Si 10.905 13.61 10.885 0.01 -0.001 0.002
Si 14.968 14.945 12.267 0 0.006 0.011
Si 1.383 1.353 12.239 0.03 -0.015 0.001
Si 14.967 4.084 12.195 0.006 0.005 -0.009
Si 1.362 6.818 12.233 -0.013 -0.007 -0.005
Si 14.961 9.523 12.256 0.004 -0.003 -0.002
Si 1.356 12.224 12.255 0.003 0.015 0.001
Si 4.092 14.961 12.24 -0.014 0.009 -0.008
Si 6.805 1.358 12.24 -0.014 -0.016 -0.003
Si 4.069 4.076 12.229 0 0.005 0.002
Si 6.786 6.805 12.263 0.019 -0.003 0.015
Si 4.078 9.526 12.25 -0.003 0.003 0.006
Si 6.803 12.242 12.24 0.001 -0.003 -0.001
Si 9.518 14.95 12.238 0.015 -0.012 -0.011
Si 12.238 1.349 12.227 -0.003 0.02 -0.004
Si 9.511 4.084 12.246 -0.009 0.001 -0.007
Si 12.24 6.815 12.224 -0.001 0.013 -0.009
Si 9.531 9.562 12.237 -0.03 0.004 -0.001
Si 12.25 12.252 12.257 -0.009 -0.013 -0.004
Si 0.04 -0.018 13.595 0.015 0.003 -0.002
Si 2.757 2.69 13.599 -0.021 0.021 0.005
Si -0.007 5.455 13.565 0.012 -0.008 0.001
Si 2.711 8.178 13.621 0.018 0.004 -0.006
Si 0.006 10.862 13.637 -0.015 -0.012 0.009
Si 2.726 13.594 13.592 0 -0.02 0
Si 5.46 -0.012 13.607 0.012 0.015 0.007
Si 8.145 2.727 13.604 0.022 0.025 -0.002
Si 5.391 5.442 13.597 -0.022 -0.021 -0.011
Si 8.162 8.206 13.572 0.015 0.011 -0.01
Si 5.443 10.889 13.615 0.003 -0.001 -0.002
Si 8.158 13.589 13.615 -0.023 -0.009 -0.001
Si 10.879 -0.023 13.592 -0.014 -0.01 -0.004
Si 13.613 2.728 13.55 -0.004 0.002 -0.002
Si 10.863 5.479 13.584 0.008 -0.004 -0.013
Si 13.595 8.165 13.601 -0.021 -0.017 0
Si 10.876 10.925 13.618 0.031 0.024 -0.004
Si 13.616 13.578 13.634 0.014 0.005 -0.009
O 2.006 4.626 21.594 0.254 -0.268 0.068
O 9.744 2.82 23.553 -0.217 0.435 0.415
O 13.777 -0.182 22.966 0.526 0.356 0.35
O 4.085 1.7 30.155 0.009 0.059 -0.291
O 6.778 7.217 24.906 -0.347 0.173 0.159
O 12.412 4.706 22.697 -0.569 0.041 0.244
O 0.318 8.257 23.148 -0.221 0.302 0.192
O 2 6.338 23.532 0.506 -0.163 0.227
O 14.345 10.385 23.138 0.122 -0.684 0.17
O -1.271 12.719 24.047 -0.513 0.134 -0.155
O 2.571 0.268 23.388 -0.324 -0.175 0.27
O 10.591 9.827 23.671 0.563 0.05 -0.299
O 2.745 -0.124 26.018 0.009 -0.418 0.101
O 7.507 5.88 22.73 0.399 0.298 0.06
O 8.431 -0.899 23.548 -0.012 -0.269 0.186
O -0.134 -1.548 25.101 0.079 0.599 0.03
O 13.499 11.792 28.05 -0.244 -0.172 -0.004
O 6.405 5.496 27.994 -0.342 0.314 -0.094
O 11.319 0.742 23.492 -0.564 -0.17 -0.26
O 5.531 2.987 32.002 -0.377 -0.041 -0.064
O 5.803 13.121 23.629 -0.108 -0.173 0.251
O 1.833 12.225 0.052 0.438 -0.007 -0.28
O -0.878 1.31 25.235 0.221 -0.556 0.184
O -1.452 13.215 29.773 -0.31 0.337 0.283
O 6.232 2.564 0.461 0.238 0.585 -0.017
O 9.435 10.71 25.858 -0.099 0.306 0.153
O -0.487 3.866 24.962 0.575 -0.01 0.3
O 1.861 -1.566 33.301 0.025 0.016 0.413
O 9.767 10.723 30.959 0.171 0.253 0.294
O 3.622 6.275 26.103 0.583 0.214 -0.027
O 2.51 3.878 31.696 0.48 -0.296 -0.194
O 6.498 0.981 30.664 -0.309 -0.505 -0.237
O 4.771 3.99 22.295 -0.605 0.207 -0.289
O 4.474 -1.187 24.367 -0.214 -0.291 -0.347
O 14.255 15.665 0.071 0.099 -0.415 -0.123
O 9.015 13.009 29.747 0.055 0.139 -0.307
O 7.591 -2.386 31.848 -0.012 0.361 0.273
O 7.31 11.178 30.326 0.073 -0.344 0.156
O 2.94 -0.332 31.335 0.031 -0.495 -0.132
O 4.22 14.697 0.013 0.276 -0.236 -0.638
O 8.628 -0.615 30.289 -0.111 -0.145 -0.435
O 14.403 10.925 25.748 -0.292 0.177 0.08
O 13.361 6.963 31.067 0.537 -0.168 -0.243
O 5.339 12.678 31.288 -0.551 0.143 -0.04
O 7.384 6.078 31.669 -0.061 -0.465 -0.15
O 4.559 1.373 24.826 -0.08 0.484 0.213
O 9.314 7.675 24.59 -0.164 -0.158 -0.158
O 10.765 3.279 29.364 0.351 0.115 -0.528
O 8.532 1.126 21.918 -0.446 -0.047 0.203
O 10.233 -2.183 31.703 0.076 -0.272 -0.458
O -0.284 6.189 31.713 -0.183 0.323 0.084
O 9.054 10.591 28.419 0.116 -0.027 -0.038
O 8.01 8.713 26.708 -0.614 0.34 0.436
O -1.902 2.381 29.451 0.608 0.053 0.029
O 1.379 13.108 23.914 0.683 0.319 0.148
O 14.033 2.73 23.451 -0.192 -0.428 -0.609
O 13.868 1.209 31.822 0.25 0.1 0.074
O 10.811 2.635 31.996 -0.164 -0.168 -0.165
O 9.302 1.523 27.937 -0.614 -0.379 0.069
O 10.466 12.433 24.249 0.028 0.06 0.6
O 4.127 9.321 22.335 0.027 0.084 0.537
O 11.723 4.902 31.177 -0.432 0.344 -0.296
O 1.765 6.412 30.117 -0.139 -0.378 -0.076
O 11.394 7.782 0.234 0.094 0.352 0.022
O 13.498 9.435 32.172 -0.38 -0.168 0.374
O 16.299 14.074 0.258 0.255 0.351 0.114
O 11.347 -0.107 27.464 -0.089 -0.147 -0.015
O 3.17 12.799 28.24 -0.06 0.315 0.214
O 13.389 4.766 24.98 -0.199 0.538 0.364
O 0.819 11.951 29.391 0.261 -0.43 0.161
O 0.356 10.742 24.544 0.009 -0.295 0.304
O 8.801 8.256 31.241 -0.223 -0.024 0.212
O 2.18 16.204 0.701 -0.333 -0.662 0.1
O 2.057 3.71 29.019 0.502 0.355 -0.18
O 0.463 13.388 31.543 -0.018 0.374 -0.395
O 9.161 -0.292 26.026 0.155 -0.664 0.153
O 0.965 13.029 26.918 -0.068 -0.058 -0.437
O 5.77 3.437 29.45 0.358 -0.087 -0.349
O 13.666 8.971 29.618 -0.267 0.241 -0.428
O -2.218 4.532 31.918 -0.188 -0.646 0.222
O -0.101 8.372 30.125 0.141 0.515 0.011
O 10.159 9.328 33.219 0.445 -0.091 0.124
O 8.667 2.14 30.319 0.086 0.493 0.129
O 8.331 11.086 23.399 -0.303 0.144 0.505
O -0.277 3.616 27.797 -0.008 0.455 -0.237
O 4.931 13.372 26.262 -0.274 -0.027 0.143
O 1.649 1.105 33.212 -0.009 0.122 -0.401
O 8.529 6.131 26.64 0.305 -0.553 -0.206
O -1.287 7.12 28.201 0.552 -0.243 0.007
O 1.533 1.658 30.432 -0.507 -0.366 0.266
O 6.876 -1.542 25.475 0.234 -0.237 0.684
O 10.956 13.542 1.043 0.192 -0.087 -0.235
O 4.941 10.327 29.997 -0.359 0.101 -0.112
O -0.998 9.786 27.948 0.46 0.17 -0.184
O 12.225 -0.76 32.592 -0.005 0.104 -0.44
O 12.868 9.43 27.037 -0.116 0.138 0.194
O -1.422 13.834 27.187 -0.273 -0.024 -0.431
O 2.736 -0.007 28.698 0.514 -0.423 0.133
O 12.616 0.479 29.661 -0.213 -0.136 0.359
O 5.446 -1.875 33.348 0.092 -0.016 -0.327
O 10.679 1.886 25.818 0.212 0.505 0.36
O 1.996 10.632 27.412 -0.183 -0.424 0.296
O 8.461 6.482 29.292 0.487 0.189 0.034
O 2.085 11.002 22.647 -0.04 0.138 -0.319
O 4.421 3.99 27.2 0.012 -0.417 -0.166
O 7.194 1.029 24.9 0.34 0.53 0.194
O 1.244 7.505 25.723 -0.312 0.248 0.365
O 8.987 14.737 0.079 -0.083 -0.505 -0.17
O 12.086 -1.795 24.174 0.257 -0.066 0.692
O 2.61 7.578 28.051 -0.211 0.397 0.068
O 0.059 3.802 30.687 -0.304 -0.093 -0.495
O 5.731 12.554 28.709 0.459 0.606 0.088
O 1.898 4.301 26.504 -0.314 0.33 -0.28
O 12.619 6.827 27.23 -0.188 -0.253 0.3
O 1.489 1.792 27.243 0.146 0.141 -0.225
O 12.617 6.23 33.381 -0.311 0.227 -0.149
O 10.502 8.625 27.247 0.09 -0.464 0.317
O 5.967 1.651 22.617 0.226 -0.41 0.048
O 4.132 5.621 29.235 -0.012 0.042 0.359
O -0.965 11.203 31.391 -0.04 -0.294 -0.131
O 13.776 4.743 28.348 -0.462 0.035 0.494
O 13.818 2.542 26.873 -0.385 0.212 -0.067
O 14.076 0.078 27.507 0.346 0 0.19
O 2.925 11.307 25.072 0.603 0.496 -0.171
O 11.349 8.649 30.948 -0.06 -0.082 -0.209
O 4.59 10.932 27.024 0.503 -0.527 -0.089
O 0.782 2.008 0.115 0.195 0.207 -0.469
O 11.858 7.981 25.034 0.558 -0.082 0.027
O 12.807 -1.968 28.61 -0.487 -0.128 0.464
O 3.733 4.212 24.626 -0.326 -0.112 -0.101
O 6.196 3.457 24.464 0.675 0.346 0.299
O 12.517 12.244 22.654 0.035 0.212 -0.108
O 5.488 9.075 32.211 0.282 0.359 -0.134
O 6.483 8.04 30.051 0.129 0.167 -0.752
O 1.554 7.976 32.149 0.181 0.698 -0.126
O -0.672 6.315 24.427 -0.21 0.25 -0.093
O 3.882 7.38 33.33 0.045 -0.504 0.033
O 8.535 4.018 28.299 -0.084 -0.02 -0.335
O 0.594 -0.709 27.429 -0.417 0.162 0.294
O 12.998 0.474 25.31 -0.268 0.138 0.285
O 3.432 8.87 25.931 0.391 0.001 -0.29
O 3.883 7.988 30.315 -0.258 0.101 0.122

Results
total energy: -100766.403 eV
total energy less fixed offsets of O -438.35, Si -107.03 eV per atom: 10.097 eV
